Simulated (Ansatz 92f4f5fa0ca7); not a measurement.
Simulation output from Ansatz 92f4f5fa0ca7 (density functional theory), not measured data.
Periodic cell of 122 atoms, Si78O44, from a study of silicon, its oxide and their interface. The atomic structure is a simulated model.

Settings: functional r2SCAN; potential files Ansatz norm-conserving; basis plane waves; wave-function cutoff 1300 eV; density cutoff ratio 4; exchange-correlation grid ratio 1; k mesh 2 x 2 x 1, shifted by 0.5 0.5 0.5 of a step; self-consistency stop 5e-08 eV per atom in the density residual; occupations Fermi-Dirac, 0.05 eV; spin none; net charge 0.

Cell vectors (angstrom)
a  10.88  0  0
b  0  10.88  0
c  0  0  17.9284

Atoms and the computed forces on them: element, x, y, z (angstrom), force x, y, z (eV/angstrom)
Si  0.2374  -0.2257  -0.2025  0.2454  -0.2722  -0.8748
Si  2.9758  2.5552  -0.1145  0.0887  -0.2053  -0.0942
Si  0.0926  5.3507  -0.03  0.0665  -0.0333  -0.6762
Si  2.491  8.4899  -0.0099  0.1331  0.1526  -0.8097
Si  5.2282  0.4656  0.0974  -0.0077  -0.0472  0.0052
Si  8.1422  2.7655  -0.1292  -0.0493  0.1253  -0.5593
Si  5.8826  5.0267  -0.2665  -0.1104  -0.0367  -0.8802
Si  8.061  8.3249  -0.226  -0.1085  0.0324  -0.7151
Si  1.2954  1.4033  1.1598  0.0914  0.131  -0.3009
Si  4.1601  4.1267  1.176  0.0381  -0.0962  -0.3068
Si  1.2695  6.9283  1.2737  0.031  -0.1361  -0.1298
Si  4.1253  9.5524  1.28  0.1472  0.1601  -0.2721
Si  6.8816  1.443  1.4259  -0.1093  -0.0684  -0.3879
Si  9.61  3.9913  1.2855  -0.3037  0.1378  -0.1559
Si  6.8569  6.767  1.0784  -0.0154  -0.1004  -0.0884
Si  9.5373  9.5202  1.1703  -0.0816  0.0127  -0.1112
Si  -0.0045  2.6398  2.6515  0.129  -0.1579  0.0019
Si  2.6765  0.0479  2.5827  0.1197  0.0651  0.1357
Si  -0.0946  8.1886  2.6502  -0.0265  0.1453  0.1055
Si  2.7312  5.4872  2.5258  -0.1005  -0.2403  -0.1244
Si  5.4316  2.7993  2.6779  0.022  0.1994  0.1101
Si  8.1897  -0.0484  2.6279  -0.0241  -0.0866  0.0098
Si  5.4715  8.0885  2.5352  0.0121  -0.0667  -0.1975
Si  8.1887  5.4604  2.5563  0.052  -0.0877  -0.0877
Si  1.399  4.0339  3.9139  -0.0326  0.0131  0.0074
Si  4.0395  1.3923  4.0144  -0.0449  -0.0622  -0.205
Si  1.3022  9.5524  3.9456  -0.0095  0.0108  -0.1563
Si  4.11  6.7758  3.9249  0.0731  0.0414  0.0614
Si  6.8033  4.1582  3.9792  -0.1417  -0.0352  -0.165
Si  9.513  1.3043  4.0181  -0.0861  0.0542  0.0289
Si  6.7738  9.4729  3.9496  0.0899  -0.074  0.1292
Si  9.4669  6.803  4.021  0.023  0.0022  -0.0471
Si  -0.0397  -0.0539  5.3913  0.0718  -0.0126  -0.017
Si  2.6717  2.7074  5.4198  -0.0028  0.0306  -0.0156
Si  -0.0098  5.3576  5.2578  0.0191  0.0114  0.0325
Si  2.6987  8.1528  5.1893  -0.0384  0.0304  0.0827
Si  5.3951  -0.0285  5.3262  -0.0119  0.0002  0.0226
Si  8.0884  2.7106  5.2745  -0.0182  0.0204  0.0896
Si  5.4301  5.4378  5.3867  -0.0058  0.0295  -0.0424
Si  8.0812  8.1472  5.4142  -0.0301  0.0172  -0.1932
Si  1.2636  1.3075  6.7728  0.1556  0.0363  0.0606
Si  4.074  4.0686  6.763  0.043  -0.1132  -0.0112
Si  1.4545  6.6861  6.5227  0.1301  -0.0513  -0.1461
Si  3.9187  9.5253  6.6425  -0.1632  0.0212  -0.0535
Si  6.7588  1.3647  6.6911  0.119  0.0547  -0.0133
Si  9.4147  4.0666  6.6307  -0.1892  0.0197  -0.1144
Si  6.7117  6.8177  6.7991  -0.0204  0.0248  0.1501
Si  9.4798  9.4801  6.7586  -0.0356  0.0523  0.227
Si  -0.2076  2.6624  7.9844  -0.112  -0.1175  0.2785
Si  2.5963  -0.0598  8.1935  0.0052  -0.0323  0.2659
Si  0.0857  7.9632  7.8222  -0.1377  0.1175  0.0937
Si  2.737  5.4373  8.1017  0.0265  0.2595  0.2235
Si  5.3655  2.6611  8.1383  0.03  -0.0178  0.1526
Si  8.127  0.0535  8.1265  0.0372  0.1088  0.0953
Si  5.1853  8.1683  8.023  0.0425  0.0331  0.2069
Si  8.1127  5.4213  8.1145  0.1688  0.0165  0.2341
Si  1.0904  4.1474  9.1326  -0.1199  -0.0354  0.9277
Si  4.2126  1.0961  9.5532  0.1658  -0.3492  0.7265
Si  1.38  9.0914  9.3717  -0.0299  -0.0523  0.7219
Si  3.7706  7.0468  9.6258  -0.1628  0.0271  0.7533
Si  6.9163  3.8598  9.4485  0.1222  -0.0121  0.8365
Si  9.1842  1.6617  9.6279  -0.1348  0.166  0.8223
Si  6.3487  9.8228  9.1498  0.1685  -0.1694  0.6579
Si  9.9682  6.4189  9.2519  -0.1171  -0.1594  1.1234
Si  2.307  2.3382  11.5265  0.0143  0.192  0.3026
Si  1.0754  4.2114  13.1525  -0.2638  0.3332  0.0284
Si  5.4157  -2.3474  14.0068  0.0146  0.0378  0.0399
Si  5.8685  5.7457  11.7397  -0.0091  0.0682  -0.006
Si  2.1478  4.3469  15.8245  -0.0447  -0.0162  -0.3328
Si  -1.5418  11.8623  15.3984  0.0106  -0.1587  -0.0063
Si  7.2793  8.3906  11.7218  -0.2105  0.1566  0.024
Si  -4.1831  10.4462  15.861  -0.1456  -0.0295  -0.3686
Si  -4.5468  5.8092  14.7361  0.1918  0.1659  0.0483
Si  -0.3391  12.6674  12.4779  0.1915  0.4661  -0.0027
Si  2.9482  7.2122  15.1773  -0.2782  0.1703  -0.4597
Si  -0.7517  8.6122  11.4134  0.1781  -0.2803  0.3931
Si  -1.7789  6.3584  15.5258  0.0785  -0.0579  -0.3738
Si  11.3371  7.1144  13.5993  0.2218  -0.0621  -0.0011
O  -0.3808  0.2264  -1.6776  -0.0143  0.032  0.5865
O  -2.0842  2.201  -1.5704  -0.138  0.055  0.572
O  3.0099  3.0283  -1.7224  -0.2927  0.1526  0.6238
O  1.4801  4.7147  -0.6701  -0.2568  -0.0316  0.0827
O  -0.8294  5.554  -1.3839  0.256  0.071  0.639
O  1.421  9.578  -0.6668  -0.0714  -0.0501  0.7624
O  3.293  7.794  -1.2913  -0.2773  0.1687  0.5423
O  5.948  0.8045  -1.3689  -0.0385  -0.3255  0.4451
O  1.0407  5.7989  -5.0933  0.0013  -0.1301  0.2146
O  6.9771  3.8333  -0.5608  -0.109  0.2667  0.3394
O  5.4919  5.4283  -1.8546  0.0954  -0.1468  0.7699
O  6.9967  9.4381  -0.8222  0.1495  -0.2072  0.1784
O  0.096  5.2502  9.9028  0.0241  -0.083  -1.1179
O  1.7344  3.0754  10.2056  -0.0949  0.2419  -0.2917
O  5.3667  -0.0153  9.9982  0.0432  -0.0117  -0.8258
O  3.6694  1.5969  11.0625  -0.1068  -0.0332  -0.7162
O  2.5223  8.0716  10.126  -0.023  0.1893  -0.7814
O  -1.2117  12.1686  11.2024  -0.0754  0.0774  -0.8424
O  4.5684  6.4788  11.0103  -0.1668  0.0858  -0.5747
O  5.9781  8.9465  12.5445  0.2762  -0.2819  0.0442
O  6.2389  4.449  10.8504  0.1686  -0.062  -0.655
O  8.0419  2.7904  9.9964  -0.0836  -0.0215  -0.5558
O  12.099  1.302  12.2057  -0.0526  0.235  -0.2551
O  7.1263  8.8532  10.2011  -0.1105  0.1456  -0.0508
O  8.6914  7.7185  16.2977  -0.1535  -0.0045  0.7775
O  10.9869  9.5795  10.406  0.6393  -0.1795  -0.4546
O  -0.9355  12.223  13.924  -0.1227  -0.0361  0.1289
O  -1.2412  7.2829  10.6178  0.1826  -0.0247  -0.4329
O  9.8834  6.7727  14.183  -0.0491  -0.0727  0.1628
O  7.8834  5.3995  15.0216  -0.0131  0.2139  0.108
O  5.6792  -5.5932  13.3219  0.0735  0.1991  -0.1616
O  7.1421  17.6492  11.7729  -0.135  0.0169  -0.0183
O  0.9858  3.9732  14.7593  0.2889  0.0869  0.0141
O  -5.3402  9.8602  14.8911  0.385  0.0412  0.2502
O  -0.2127  3.4377  12.5063  0.2741  -0.3336  0.078
O  1.424  7.6111  14.7978  0.0939  -0.3047  -0.0373
O  -4.4719  7.4343  14.658  -0.1714  -0.1071  -0.1789
O  2.4823  3.5618  12.6123  -0.3003  -0.3084  -0.2325
O  -2.153  19.9104  12.1733  0.0328  -0.125  -0.2511
O  -2.8152  10.8744  15.1146  -0.0299  0.0804  0.1582
O  3.9213  7.8893  14.0479  0.1068  -0.1325  0.2863
O  2.9954  5.5847  15.1969  -0.1043  -0.0955  0.1648
O  0.3599  8.3243  12.5581  -0.4728  -0.0835  -0.2475
O  3.7683  12.011  17.7635  0.3334  0.4249  0.0434

Results
free energy: -29617.213 eV
free energy less fixed offsets of O -463.61, Si -117.95 eV per atom: -18.273 eV
pressure: -1.37 GPa
stress xx, yy, zz, yz, xz, xy (GPa, positive in tension): 1.18, 0.08, 2.85, -0.49, -0.97, 0.15
